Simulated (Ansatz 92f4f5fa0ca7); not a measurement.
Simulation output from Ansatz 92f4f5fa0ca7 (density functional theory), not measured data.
Periodic cell of 157 atoms, Si96O55N6, from a study of silicon, its oxide and their interface. The atomic structure is a simulated model.

Settings: functional r2SCAN; potential files Ansatz norm-conserving; basis plane waves; wave-function cutoff 1300 eV; density cutoff ratio 4; exchange-correlation grid ratio 1; k mesh 2 x 2 x 1, shifted by 0.5 0.5 0.5 of a step; self-consistency stop 5e-08 eV per atom in the density residual; occupations Fermi-Dirac, 0.05 eV; spin none; net charge 0.

Cell vectors (angstrom)
a	10.88	0	0
b	0	10.88	0
c	0	0	22.4931

Atoms: element, x, y, z (angstrom)
Si	0.3762	-0.666	0.0454
Si	1.5716	3.0046	-0.8689
Si	0.436	5.0354	-0.0986
Si	2.4165	7.8572	0.0984
Si	5.2397	0.2291	-0.4821
Si	7.2322	2.6661	-0.4548
Si	4.1819	3.1057	-0.6026
Si	8.1844	8.2601	-0.2575
Si	1.6917	1.1146	1.2655
Si	4.7754	4.545	1.682
Si	1.3155	6.5381	1.6459
Si	4.0638	8.8723	1.3129
Si	6.5426	1.1145	1.1923
Si	9.3746	3.9669	1.2411
Si	6.4442	6.1262	1.4501
Si	9.6694	9.4996	1.5862
Si	-0.0689	2.235	2.461
Si	3.0147	-0.2811	2.5366
Si	0.0544	8.0131	2.8531
Si	2.7649	5.2584	2.7812
Si	5.6312	2.7707	2.907
Si	8.0783	-0.0123	2.5305
Si	5.3959	7.8644	2.8033
Si	8.3392	5.3014	2.6991
Si	0.8224	4.0206	3.8292
Si	4.067	1.4202	3.9936
Si	1.4099	9.6156	3.9119
Si	3.9202	6.9293	4.3536
Si	6.8423	4.197	4.2476
Si	9.254	1.4202	4.0902
Si	6.9018	9.4592	3.8841
Si	9.4066	6.9085	4.2107
Si	-0.2545	0.0143	5.2198
Si	2.4871	2.6682	5.0353
Si	-0.1432	5.507	5.5186
Si	2.8089	8.35	5.5375
Si	5.3983	-0.0485	5.3147
Si	8.3274	2.621	5.7983
Si	5.465	5.6722	5.4453
Si	8.0326	8.3059	5.3728
Si	1.4893	1.2041	6.409
Si	3.952	4.144	6.6413
Si	1.2128	6.9909	6.5412
Si	4.1958	9.6355	6.8557
Si	6.7622	1.3222	6.7293
Si	9.8102	4.0382	7.0247
Si	6.7975	6.958	6.8585
Si	9.4389	9.6062	6.9185
Si	0.2656	2.2905	7.9412
Si	2.6003	0.0115	8.0975
Si	-0.0893	8.2228	8.2108
Si	2.7861	5.8865	8.1123
Si	5.3267	2.6871	7.8871
Si	8.2155	0.1678	8.3428
Si	5.2379	8.4254	8.3295
Si	7.9823	5.5947	8.2362
Si	1.2046	4.4939	9.0772
Si	3.7526	1.5872	9.2243
Si	1.659	9.5288	9.5577
Si	4.1036	6.9909	9.5522
Si	6.5188	4.1299	9.2695
Si	9.99	1.6139	9.5435
Si	6.8	9.741	9.6254
Si	9.5231	6.9116	9.5659
Si	0.7306	-0.3065	11.5689
Si	2.6742	3.2216	10.3276
Si	0.3146	5.6176	10.8563
Si	2.3869	7.9314	11.0708
Si	5.577	0.6547	10.6139
Si	7.6987	2.9176	10.6159
Si	5.2249	5.2644	10.7933
Si	8.0505	9.0725	11.5793
Si	-0.8532	1.9566	14.2572
Si	1.743	1.7185	12.7311
Si	-2.5203	9.0218	16.1446
Si	3.32	9.0593	13.9162
Si	8.9405	4.6048	12.8627
Si	8.0707	7.2676	18.3649
Si	6.7668	6.5265	13.2611
Si	9.299	9.8333	13.2586
Si	-4.4979	4.9163	17.3848
Si	4.0974	1.1927	13.4228
Si	2.4371	8.3488	16.4447
Si	-0.1215	7.9389	18.0882
Si	4.5343	1.3951	18.1847
Si	5.7169	2.7648	15.7565
Si	5.4356	7.8196	15.6854
Si	7.4632	9.5049	20.4912
Si	4.0214	6.7901	18.4181
Si	2.66	1.0589	20.3694
Si	2.2431	5.709	20.4709
Si	8.5555	1.3115	16.6316
Si	3.5516	9.6782	18.7607
Si	10.2529	-1.3151	20.4005
Si	7.4104	13.3946	19.0833
Si	10.2961	6.6839	20.0438
O	1.2817	-1.9732	22.029
O	5.0418	-1.2045	22.782
N	2.8833	3.9871	-1.446
O	2.3228	2.6586	23.0501
O	-2.8658	3.9559	22.7332
O	2.9736	6.9715	21.2587
O	5.1711	5.581	18.3182
O	2.7977	-0.526	20.0978
N	3.9506	1.2568	-0.8425
O	5.7342	3.2725	-0.8229
O	8.7625	-0.5009	-2.3476
O	8.0822	13.3158	20.601
O	7.2638	6.9003	22.6622
O	8.979	5.9121	19.3123
O	6.7562	-2.1305	16.1938
O	-1.5924	0.6195	13.7012
O	0.903	1.9251	14.1053
O	1.4996	2.9361	11.6498
O	-0.5485	4.9017	12.0958
O	-0.961	1.8014	15.8786
O	-1.544	13.7346	10.2746
O	2.9665	8.6849	12.3165
O	5.008	0.7025	12.2466
O	7.0837	1.401	10.7337
O	7.8098	3.6129	12.0806
O	9.5191	3.3908	13.9755
O	4.0452	4.1236	10.8986
O	5.8726	5.5511	12.2826
O	9.0882	7.9384	10.8414
O	7.1758	8.0436	12.6262
O	-0.5436	0.5205	10.8544
O	-2.5485	-0.2763	16.5377
N	-1.5825	7.8575	17.1714
O	1.3363	-4.1462	11.5722
O	2.1426	8.5315	14.9361
O	-9.5849	7.5161	17.2419
O	3.5464	10.6461	14.1595
O	4.755	8.6936	14.4763
O	6.1355	6.6326	14.7524
O	4.7295	10.6548	18.2437
O	8.5925	1.6151	18.2841
O	7.1336	14.7578	18.3476
O	11.0187	9.3504	19.033
O	8.2455	5.77	13.6842
O	5.0798	13.085	14.359
O	9.0686	8.8688	14.5839
N	3.9644	7.401	16.5365
O	-3.544	2.1846	15.6615
O	6.2342	-0.3743	20.7594
O	-0.0455	-1.1312	12.7146
N	0.6105	5.6948	20.7395
O	2.633	9.7625	17.3906
O	2.6741	6.006	18.9335
O	4.1135	-2.7038	19.1481
O	7.2828	6.1178	17.296
O	3.1807	1.749	18.9096
N	9.6811	-2.9348	21.1749
O	5.823	4.3714	15.8997
O	5.9403	12.8162	18.9633
O	4.6582	13.0504	16.7703
O	7.3146	8.3605	19.2595

Results
free energy: -38555.314 eV
free energy less fixed offsets of N -289.75, O -463.61, Si -117.95 eV per atom: 4.936 eV
pressure: -1.96 GPa
stress xx, yy, zz, yz, xz, xy (GPa, positive in tension): 1.92, 1.66, 2.31, 2.21, 0.78, 0.04

Forces (eV/angstrom), in the order of the atoms: element, x, y, z
Si	0.1321	0.7769	-1.7013
Si	-0.6446	0.7204	-0.8081
Si	-1.9708	-1.3269	1.081
Si	-0.3704	-0.9928	-0.7471
Si	1.4253	-1.8897	-0.2555
Si	1.0117	1.2102	-0.6017
Si	-1.6337	0.6722	2.0514
Si	1.5118	-1.5822	0.6858
Si	-0.6484	0.8435	-0.7165
Si	-1.9598	-1.4322	-1.7745
Si	0.1729	-0.5532	-2.0307
Si	0.0564	1.1885	-0.1975
Si	0.8595	1.7887	0.4562
Si	1.4053	0.1547	-1.853
Si	1.9756	1.6152	0.6251
Si	-1.1001	-0.9573	-1.3071
Si	-1.1566	1.4915	0.1098
Si	-0.1157	1.0732	0.6347
Si	-0.4026	0.2913	0.4309
Si	0.5362	0.3476	1.6326
Si	-0.0696	-0.6977	-1.134
Si	0.4817	0.5493	0.4778
Si	0.9644	-0.5344	0.326
Si	-1.4656	1.3689	2.0374
Si	2.1829	-0.2987	0.1048
Si	0.4699	-1.1917	-0.7495
Si	-0.0923	-0.4046	1.123
Si	0.6021	-2.0862	-2.4948
Si	1.8978	-0.8974	0.655
Si	0.2044	-0.397	-1.4583
Si	-2.6902	0.5012	-0.4584
Si	-0.0433	-1.1956	-0.7333
Si	1.4043	-1.0842	0.966
Si	0.3216	2.1045	0.9214
Si	0.0818	-0.9141	-1.213
Si	-2.2519	1.4251	-0.0371
Si	1.1378	0.5512	-0.4314
Si	-0.7113	2.7214	-1.5713
Si	-0.5519	-1.4107	0.8783
Si	1.1134	-0.3723	2.3329
Si	-1.0946	-1.085	0.2596
Si	0.0096	0.6403	-0.5486
Si	1.4454	0.6463	2.2111
Si	-1.5805	1.0211	-0.5287
Si	0.1099	-1.2663	0.8491
Si	-1.8299	-0.2851	0.5777
Si	-1.1817	0.7862	-0.1094
Si	-0.1502	0.2996	-1.1304
Si	1.8315	3.7156	-1.521
Si	1.2761	0.05	-1.4208
Si	1.348	0.5613	-0.7873
Si	-1.1816	-1.7035	-2.3872
Si	-0.9661	0.9125	-0.1774
Si	0.325	0.6033	-0.7396
Si	3.635	-0.9137	0.1769
Si	1.9106	-0.6922	0.1679
Si	0.9679	-1.5133	0.1099
Si	1.9651	-0.6699	0.9309
Si	-2.6534	-1.5121	0.9929
Si	-0.6823	-0.6305	2.9314
Si	-0.2772	1.055	-1.1816
Si	-1.9284	-4.7777	3.362
Si	-0.9714	0.0541	0.8866
Si	0.1757	-0.3175	2.0441
Si	-0.1448	2.5119	-0.9859
Si	-0.5346	2.1049	2.3942
Si	-2.1815	0.8174	0.4894
Si	0.4022	-2.3317	-2.4831
Si	-0.4841	0.0727	1.7511
Si	1.7641	-0.688	2.0755
Si	-0.8403	-0.2922	-0.2848
Si	-1.2623	-3.7671	-1.1577
Si	2.6796	-1.4318	1.7842
Si	1.605	-1.0096	0.3732
Si	1.2597	0.4517	-1.8688
Si	-0.0456	1.8392	-0.6627
Si	1.0549	-4.9524	1.3403
Si	1.8715	-5.4572	-1.2799
Si	1.6872	1.104	0.8904
Si	1.3328	3.0262	2.4058
Si	-3.2561	-1.9474	0.9608
Si	-1.7451	0.6391	2.3259
Si	1.9835	-0.2456	3.4657
Si	2.2513	-0.6253	0.8038
Si	3.9197	0.5883	0.1142
Si	2.2848	-2.0403	-3.1742
Si	0.0599	0.0645	-2.1632
Si	-0.7645	-0.1899	0.0172
Si	0.5064	-3.2871	-4.5863
Si	0.8896	1.6765	0.4833
Si	3.3319	-1.3934	-0.0897
Si	-0.7642	1.997	-0.5141
Si	-0.5738	0.4389	-0.5208
Si	-2.5346	0.7598	3.0633
Si	2.1156	-2.2328	0.1511
Si	-2.1298	0.7649	-0.9737
O	1.2815	0.017	0.842
O	-0.3504	0.1385	-1.1134
N	0.5145	1.8237	-1.0098
O	-0.6083	-2.8474	2.1085
O	0.4338	-1.3223	0.1147
O	-0.64	-0.1757	1.4645
O	-1.5688	1.0773	0.484
O	0.3652	-1.6778	-1.3892
N	-0.3383	1.6129	-1.4045
O	2.2247	0.0131	-1.3908
O	1.7693	-0.675	-0.0669
O	-2.0342	0.5373	0.4344
O	-0.0441	0.7475	-0.1777
O	-0.9954	3.0801	-0.2016
O	-1.1552	-1.6919	0.2442
O	-0.3147	-1.262	-0.8729
O	-2.6198	-0.1885	-0.8454
O	2.1076	-0.1054	-1.5747
O	0.1007	1.0665	-0.9829
O	-0.846	-0.6956	1.1807
O	-1.3458	0.7053	-0.0112
O	1.0664	1.0773	3.6097
O	2.0271	-0.9311	-3.7682
O	-0.6811	0.9795	0.2261
O	0.8355	1.6387	0.3762
O	-1.3633	3.0965	-2.2217
O	-1.4865	-0.7156	0.424
O	0.0742	1.1827	-0.1858
O	-0.5797	0.564	-0.2428
O	-1.0093	-1.5608	-0.1958
O	-0.2752	1.4819	-1.953
O	0.585	-1.008	-0.0468
N	-2.1294	2.0304	0.8261
O	0.2714	0.305	-0.7949
O	-0.2501	0.8268	-2.9565
O	-2.0055	1.2124	0.1084
O	-0.6317	1.819	-0.8843
O	0.7943	-1.3346	-0.1666
O	-0.4952	0.7777	-0.1037
O	0.4365	0.461	0.2582
O	-1.5975	1.1416	-1.8256
O	0.4707	1.2522	-0.876
O	0.4257	-0.3181	-1.9621
O	-1.5768	0.7864	-1.4972
O	-1.1261	-0.5635	-1.0557
O	-0.7394	1.0439	1.1868
N	0.2798	-0.18	3.4268
O	-0.6484	-0.9814	2.9535
O	-1.4277	0.9764	0.3453
O	0.4031	-1.5362	0.3017
N	-1.3354	-0.34	0.8493
O	-0.4796	-2.3326	-0.3118
O	0.5931	-0.0143	0.2375
O	0.1403	2.4376	0.8556
O	3.8016	6.4127	0.6812
O	-1.269	0.063	1.6032
N	0.0981	0.0874	-1.4823
O	0.5905	-0.1394	2.3285
O	-2.5693	-1.8213	0.1477
O	-0.8769	-1.0746	1.8833
O	-0.595	-0.1018	-0.3073
